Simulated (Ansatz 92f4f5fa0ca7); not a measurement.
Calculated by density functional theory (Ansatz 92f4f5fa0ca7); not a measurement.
Periodic cell of 273 atoms, Si166O106P1, from a study of silicon, its oxide and their interface. The atomic structure is a simulated model.
Doubt: the cutoff is far below the 930 eV that the study's wrapper takes by default for these files, so forces and energies are approximate.
This geometry differs little from another in the collection (a relaxation step or a small displacement).

Settings
functional: PBE
potential files: Ansatz PAW
basis: plane waves
wave-function cutoff: 580 eV
density cutoff ratio: 5
exchange-correlation grid ratio: 1
k mesh: 1 x 1 x 1, Gamma-centred
self-consistency stop: 5e-08 eV per atom in the density residual
occupations: fixed
spin: none
net charge: +1 e, with a uniform compensating background and no finite-size correction

Cell vectors (angstrom)
a, 11.6015, 0, 0
b, 0, 13.3963, 0
c, 0, 0, 29.8085

Atoms: element, x, y, z (angstrom)
Si, 11.5517, 0.1801, 22.8913
Si, 3.9163, 0.1544, 23.0205
Si, 7.6674, 0.1189, 23.1392
Si, 2.0729, 3.4578, 22.8654
Si, 5.9044, 3.6914, 22.9822
Si, 9.7587, 3.5351, 23.0123
Si, 11.668, 6.8611, 23.0609
Si, 3.9611, 7.0393, 23.1803
Si, 7.7957, 6.8871, 23.2327
Si, 2.0482, 10.2337, 23.2485
Si, 5.862, 10.0914, 23.3015
Si, 9.8458, 10.0784, 23.2246
Si, 11.6995, 2.3864, 23.7301
Si, 4.0026, 2.4061, 23.7296
Si, 7.7869, 2.4154, 23.7548
Si, 2.0365, 5.7089, 23.687
Si, 5.8367, 5.8117, 23.9795
Si, 9.7417, 5.7265, 23.8839
Si, 11.7602, 9.0307, 24.0289
Si, 3.9127, 9.1307, 24.1992
Si, 7.8519, 9.0785, 24.0289
Si, 1.9122, 12.501, 23.7964
Si, 5.7749, 12.3701, 23.9195
Si, 9.6881, 12.3888, 23.7716
Si, 11.6473, 2.2961, 26.1417
Si, 3.9235, 2.3084, 26.1364
Si, 7.7488, 2.3206, 26.1595
Si, 1.9813, 5.6217, 26.127
Si, 5.8221, 5.6751, 26.3194
Si, 9.7069, 5.6277, 26.2497
Si, 11.6728, 8.9453, 26.3629
Si, 3.8952, 9.0072, 26.495
Si, 7.7884, 8.9892, 26.3592
Si, 1.9465, 12.3808, 26.2037
Si, 5.7954, 12.3314, 26.2778
Si, 9.676, 12.347, 26.1783
Si, 1.9785, 1.1993, 26.9785
Si, 5.826, 1.1855, 27.0034
Si, 9.6882, 1.188, 26.9534
Si, 11.6523, 4.5066, 26.9878
Si, 3.8881, 4.5066, 27.0014
Si, 7.7552, 4.519, 27.0407
Si, 1.9758, 7.7953, 27.1077
Si, 5.8531, 7.8795, 27.1605
Si, 9.7121, 7.8378, 27.0805
Si, 11.6186, 11.2238, 27.011
Si, 3.8557, 11.2673, 27.1062
Si, 7.7583, 11.2355, 27.0379
Si, 1.9579, 1.097, 29.3624
Si, 5.7935, 1.1378, 29.3929
Si, 9.6431, 1.1069, 29.3483
Si, 0.0119, 4.4408, 29.3789
Si, 3.8586, 4.4435, 29.3701
Si, 7.7296, 4.4633, 29.4112
Si, 1.9244, 7.7705, 29.4535
Si, 5.829, 7.8216, 29.5062
Si, 9.7022, 7.7922, 29.4234
P, 0.0027, 11.1746, 29.3654
Si, 3.8611, 11.2159, 29.4546
Si, 7.7563, 11.1936, 29.3896
Si, -0.0104, -0.0121, 0.3336
Si, 3.8774, 0.0202, 0.4594
Si, 7.7073, -0.001, 0.394
Si, 1.9373, 3.3136, 0.3678
Si, 5.7837, 3.3493, 0.4256
Si, 9.6598, 3.3356, 0.3702
Si, -0.0047, 6.6517, 0.4226
Si, 3.8814, 6.6621, 0.3981
Si, 7.7649, 6.6877, 0.4422
Si, 1.9207, 10.0419, 0.3777
Si, 5.8221, 10.079, 0.4217
Si, 9.687, 10.0378, 0.3702
Si, 11.5435, -0.0758, 2.704
Si, 3.8436, -0.0671, 2.8498
Si, 7.6563, -0.0949, 2.7737
Si, 1.9318, 3.2559, 2.7242
Si, 5.7461, 3.271, 2.8238
Si, 9.5969, 3.2975, 2.7438
Si, 11.5695, 6.6151, 2.7778
Si, 3.8659, 6.6004, 2.7415
Si, 7.7449, 6.6299, 2.8022
Si, 1.9019, 10.0057, 2.7453
Si, 5.8248, 10.0483, 2.7882
Si, 9.6969, 9.9816, 2.7421
Si, 11.5518, 2.1837, 3.4079
Si, 3.8105, 2.1306, 3.675
Si, 7.6787, 2.1109, 3.5597
Si, 1.9066, 5.481, 3.4781
Si, 5.8038, 5.5211, 3.5864
Si, 9.6541, 5.5002, 3.6342
Si, 11.6103, 8.851, 3.5662
Si, 3.8873, 8.8614, 3.3994
Si, 7.7485, 8.8755, 3.5414
Si, 1.8566, 12.229, 3.5526
Si, 5.7554, 12.2156, 3.7729
Si, 9.6114, 12.1969, 3.5081
Si, 11.476, 2.1446, 5.7349
Si, 3.7254, 2.0291, 6.0933
Si, 7.6035, 1.9657, 5.9298
Si, 1.8777, 5.3965, 5.81
Si, 5.8022, 5.4626, 5.9568
Si, 9.6222, 5.4331, 6.0311
Si, 11.6391, 8.7873, 5.9427
Si, 3.9067, 8.789, 5.7248
Si, 7.7808, 8.8131, 5.9173
Si, 1.7741, 12.1564, 5.9231
Si, 5.716, 12.1152, 6.2732
Si, 9.5819, 12.106, 5.8635
Si, 1.6268, 0.9728, 6.734
Si, 5.6661, 0.9855, 7.0276
Si, 9.6325, 0.9343, 6.5883
Si, 11.5745, 4.3008, 6.7177
Si, 3.8242, 4.3203, 6.5783
Si, 7.6913, 4.1733, 6.64
Si, 2.0327, 7.62, 6.5132
Si, 5.8284, 7.7382, 6.6896
Si, 9.7167, 7.6979, 6.7373
Si, 11.4474, 10.9864, 6.7819
Si, 3.6476, 10.9309, 6.6494
Si, 7.7563, 10.9724, 6.8692
O, 9.8956, 7.8966, 8.3928
O, 9.9036, 0.8293, 8.2333
O, 1.0274, 0.9224, 8.3127
O, 3.0657, 10.5493, 8.1543
O, 5.8163, 7.9204, 8.3476
O, 5.6065, 1.1878, 8.7044
O, 3.7629, 4.3331, 8.2204
O, 7.6477, 3.7261, 8.2593
O, 0.0572, 4.2492, 8.3835
O, 11.1454, 10.949, 8.4262
O, 8.123, 10.7684, 8.4996
O, 2.3929, 7.4858, 8.1099
O, 11.4267, 0.2031, 21.2186
O, 9.7518, 3.6394, 21.3536
O, 4.1393, 7.5522, 21.5985
O, 6.0043, 4.1841, 21.376
O, 5.7507, 9.7504, 21.6709
O, 2.1496, 3.3834, 21.1913
O, 7.3588, 13.4376, 21.5046
O, 4.0076, 0.1486, 21.3633
O, 7.7393, 6.9626, 21.5873
O, 2.1378, 10.1712, 21.6034
O, 11.5555, 6.9847, 21.4049
O, 10.1692, 9.6446, 21.6406
Si, 11.578, 6.4532, 11.2853
Si, 1.5706, 10.3673, 16.2456
Si, 0.229, 3.685, 9.9108
Si, 8.0881, 12.8536, 20.1743
Si, 2.8356, 10.462, 9.7569
Si, 2.5737, 10.393, 20.0529
Si, 10.352, 3.7059, 19.8335
Si, 0.2525, 12.8027, 17.0848
Si, 10.8166, 0.6996, 19.7672
Si, 3.1602, 7.7547, 16.2216
Si, 0.3351, 6.4924, 19.8975
Si, 9.3879, 2.5258, 14.2894
Si, 2.9082, 2.5429, 11.0419
Si, 5.1326, 11.9843, 15.3492
Si, 4.9424, 8.6808, 20.7141
Si, 3.6063, -0.3923, 11.2826
Si, 5.5893, 8.8887, 14.7892
Si, -0.1717, 11.3137, 10.0047
Si, 9.4577, 10.0166, 20.2189
Si, 3.4584, 0.0473, 19.8244
Si, 7.4646, 4.7039, 9.5463
Si, 2.3694, 12.36, 14.1582
Si, 6.1874, 0.5924, 10.1428
Si, 2.8006, 2.9032, 19.7481
Si, 5.7154, 4.4499, 13.6501
Si, 7.4774, 0.2151, 15.596
Si, 9.6111, 11.3455, 15.1996
Si, 1.9888, 6.5691, 13.5423
Si, 2.8408, 3.5326, 14.0133
Si, 11.7026, 9.1713, 18.4086
Si, 11.2273, 0.8752, 9.2012
Si, 9.1201, 7.3228, 9.7119
Si, 8.6761, 8.5605, 14.5724
Si, 4.7785, 7.1643, 12.3446
Si, 2.9746, 5.6327, 18.7402
Si, 2.5369, 7.4029, 9.7141
Si, 6.2594, 8.4336, 9.8367
Si, 4.3282, 4.7612, 9.6674
Si, 9.3507, 10.4996, 12.2778
Si, 5.9526, 13.024, 17.9613
Si, 7.9846, 4.9387, 18.3522
Si, 8.308, 5.4141, 15.1915
Si, 7.3233, 11.0796, 9.9151
Si, 5.3904, 4.2082, 19.8535
Si, 0.7862, 1.4964, 15.0376
Si, 7.5557, 7.5289, 20.0788
Si, 7.6445, 2.7908, 11.865
O, 3.448, 6.0804, 10.1015
O, 1.9456, 2.6653, 15.0795
O, -0.3644, 12.9443, 10.1652
O, 8.3594, 8.906, 19.8355
O, 2.4251, 1.3131, 19.5117
O, 8.1485, 5.315, 16.7956
O, 2.7341, 11.9828, 19.7052
O, 7.1605, 8.7671, 15.133
O, 1.2874, 0.1916, 14.1732
O, 4.4087, 3.8235, 14.445
O, 4.2461, 3.414, 10.619
O, 10.9547, 2.0837, 14.4854
O, 11.3786, 4.846, 10.9718
O, 10.8484, 12.0196, 16.0364
O, 8.9396, 6.912, 14.7608
O, 1.7834, 3.3573, 10.2137
O, 8.4608, 5.9313, 9.2066
O, 11.1481, 2.297, 19.5306
O, 5.4032, 7.6092, 10.9171
O, 11.4145, 7.595, 18.7893
O, 7.8661, 8.2647, 10.1404
O, 10.1309, 7.1565, 10.9789
O, 9.2204, 4.1153, 14.721
O, 8.8399, 11.4722, 20.5399
O, 10.5694, 10.5175, 11.161
O, 8.3638, 12.2408, 15.7601
O, 4.444, 2.8815, 19.8004
O, 4.6655, 0.2187, 18.7481
O, 10.4782, 10.0935, 18.9618
O, 6.8019, 0.6888, 17.0297
O, 0.5177, 6.7514, 12.8148
O, 1.0433, 7.1406, 10.2773
O, 3.144, 7.1889, 12.5498
O, 3.9547, 9.5638, 19.7728
O, 6.7911, 5.2052, 14.6118
O, 0.5781, 0.9162, 16.5494
O, 1.5495, 11.7831, 17.1086
O, 5.4023, 8.3006, 13.3003
O, 2.9708, 12.3696, 12.6407
O, 6.4294, 3.1966, 12.8841
O, 2.7954, 9.3228, 16.584
O, 5.9985, 7.8911, 19.7615
O, 1.9552, 6.3933, 19.7613
O, 1.4457, 9.6832, 19.1525
O, 9.4866, 9.7144, 15.4628
O, 3.0989, 8.8907, 10.1935
O, 8.9758, 9.0444, 13.0041
O, 2.1482, 7.3129, 14.9936
O, 9.1434, 3.8744, 18.7668
O, 4.7319, 7.905, 15.787
O, 7.2477, 1.5981, 10.8397
O, 8.1252, 6.3647, 19.119
O, 5.9067, 5.1649, 9.6151
O, 6.992, -0.9409, 19.0641
O, 11.0566, 2.2493, 10.089
O, 8.9771, 2.3905, 12.7106
O, 9.7049, 11.5108, 13.5442
O, 6.574, 4.2073, 18.7406
O, 6.0375, 10.0535, 9.9529
O, 1.3471, 10.8345, 10.2767
O, 5.166, 10.4686, 14.7445
O, 1.6896, 10.9121, 14.665
O, 11.3621, 13.0777, 18.6144
O, 5.4381, 11.8425, 16.9558
O, 8.0879, 10.993, 11.3568
O, 11.3096, 5.0116, 19.644
O, 8.3698, 1.4843, 15.0792
O, 2.4311, 4.0507, 18.5979
O, 3.7465, 11.6969, 10.3163
O, 9.1823, 0.5753, 19.7212
O, 2.7761, 2.6456, 12.6519
O, 3.6483, 12.6293, 15.1391
O, 7.9908, 4.0872, 10.9424
O, 5.1151, 0.2453, 11.3335
O, 4.43, 5.4952, 19.485
O, 6.2055, 13.0605, 14.6815
O, 3.0559, 6.5748, 17.3823
O, 2.7817, 0.9306, 10.7147
O, 0.2919, 9.4528, 16.7976
O, 5.2276, 5.6157, 12.6117
O, 2.136, 4.971, 13.7754
O, 6.8963, 12.615, 9.6945

Results
free energy: -166570.349 eV
free energy less fixed offsets of O -568.88, P -755.39, Si -635.61 eV per atom: -2.419 eV

Forces (eV/angstrom), in the order of the atoms: element, x, y, z
Si, 0.0036, 0.001, 0.0077
Si, 0.0067, 0.0055, 0.0099
Si, 0.001, 0.0056, 0.0061
Si, 0.0018, 0.0004, 0.0102
Si, 0.0013, -0.0022, 0.0081
Si, 0.0045, -0.0023, 0.0076
Si, 0.0024, -0.0077, 0.01
Si, 0.0004, -0.0097, 0.0064
Si, -0.0007, -0.0089, 0.009
Si, -0.006, -0.0022, 0.006
Si, -0.0049, 0.002, 0.0054
Si, -0.0005, 0.0065, 0.0071
Si, -0.0014, 0.0008, 0.0006
Si, -0.0027, -0.0013, 0
Si, -0.0031, -0.0023, 0.0003
Si, -0.0029, 0.0051, 0
Si, -0.0007, 0.0062, 0.0021
Si, 0.0024, 0.0069, 0.0017
Si, 0.001, 0.0001, 0.0033
Si, 0.0052, 0.0001, 0.003
Si, 0.0031, -0.0004, 0.0019
Si, -0.0045, -0.0019, 0.0013
Si, 0, -0.0017, 0.0023
Si, -0.0013, -0.005, 0.001
Si, -0.0007, 0.001, -0.0007
Si, 0.0005, 0.0025, 0.0004
Si, 0.0039, 0.0031, 0.0005
Si, 0.0012, -0.0015, 0.0014
Si, 0.0016, -0.0027, -0.0028
Si, -0.0017, -0.0036, -0.0013
Si, 0.001, 0.0053, 0.0035
Si, -0.0015, 0.0009, 0.0003
Si, -0.0008, -0.0005, 0.0017
Si, 0.003, 0.0036, 0.0029
Si, -0.0007, 0.0001, 0.0024
Si, 0.0108, 0.0015, 0.0046
Si, 0.0008, -0.004, 0.0001
Si, -0.001, -0.0035, -0.0001
Si, -0.0029, -0.0053, 0.0011
Si, 0.0018, 0.0022, 0.0013
Si, -0.0017, 0.0003, 0.0035
Si, -0.0011, 0.0006, 0.0034
Si, -0.0019, -0.0007, -0.0001
Si, 0.0008, 0.0005, 0.0013
Si, 0.0024, 0.0018, 0.0014
Si, -0.0109, -0.006, -0.0016
Si, 0, 0, -0.0002
Si, -0.0027, -0.0009, 0.0006
Si, -0.0005, 0.0007, -0.0027
Si, -0.0041, -0.0011, -0.0012
Si, -0.0019, -0.0005, -0.0046
Si, -0.0039, -0.0033, -0.0031
Si, -0.001, -0.0016, -0.004
Si, -0.0018, -0.0019, -0.0043
Si, -0.0014, -0.0003, -0.0027
Si, 0, 0.0016, -0.0029
Si, -0.0011, -0.0005, -0.0042
P, 0.0007, -0.0026, -0.0008
Si, 0.0012, 0.0031, -0.0012
Si, -0.0013, 0.0024, -0.0018
Si, 0.0006, 0.0013, 0.0051
Si, 0.0022, -0.0024, 0.003
Si, 0.0031, -0.0023, 0.0014
Si, 0.0045, 0.0009, 0.0036
Si, 0.0011, 0.0025, 0.0032
Si, 0.0017, 0.0025, 0.0044
Si, 0.0004, 0.0026, 0.0042
Si, -0.0004, -0.003, 0.0042
Si, 0.002, -0.0015, 0.0051
Si, -0.0028, 0, 0.0046
Si, -0.0005, 0.0009, 0.0035
Si, 0.0034, 0.003, 0.0023
Si, 0.0006, -0.0019, -0.005
Si, 0.0013, 0.0013, -0.005
Si, -0.0051, -0.0003, -0.0032
Si, -0.0008, -0.0037, -0.0069
Si, -0.0005, -0.0048, -0.0049
Si, 0, -0.002, -0.007
Si, -0.0007, 0, -0.0042
Si, -0.0016, 0.0017, -0.0053
Si, 0.0012, 0.0018, -0.0056
Si, -0.0016, 0.0012, -0.0022
Si, 0.0009, 0.0018, -0.0032
Si, 0.0029, 0.0005, -0.002
Si, 0.0004, 0.0036, 0.0061
Si, 0.0004, 0.0033, 0.0035
Si, 0.0011, 0.0041, 0.0039
Si, 0.0023, 0.0009, 0.0046
Si, -0.0002, 0.0007, 0.0035
Si, -0.0007, -0.0006, 0.0042
Si, -0.0007, 0.003, 0.001
Si, 0.0031, -0.0016, 0.0026
Si, -0.0037, -0.0007, 0.0023
Si, -0.0017, -0.0022, 0.0019
Si, 0.0023, -0.0027, 0
Si, 0.0021, -0.0026, 0.0019
Si, -0.0005, -0.0049, -0.0056
Si, -0.0016, -0.0022, -0.0027
Si, -0.004, -0.0035, -0.0025
Si, -0.0001, -0.002, -0.0028
Si, -0.0016, -0.002, -0.0018
Si, -0.0023, -0.0004, -0.0004
Si, 0.0001, 0.0003, -0.0015
Si, -0.0005, 0.0021, -0.005
Si, 0.0039, 0.0011, -0.0028
Si, -0.0007, -0.0006, -0.0028
Si, -0.0036, 0.001, 0.0001
Si, -0.0018, -0.0014, -0.003
Si, 0.0038, 0.0047, -0.0045
Si, 0.0032, -0.0012, -0.0115
Si, 0.0031, 0.0055, -0.0037
Si, 0.0011, 0.0074, -0.0093
Si, -0.0001, 0.0023, -0.0065
Si, 0.0033, 0.0056, -0.0045
Si, -0.0033, 0.0004, -0.0056
Si, -0.0014, 0.0001, -0.005
Si, -0.0034, -0.004, -0.0072
Si, 0.0035, 0.0019, -0.0077
Si, 0.0071, 0.0009, -0.0053
Si, -0.0022, -0.0008, -0.0076
O, -0.0016, 0, 0.0095
O, 0.0027, -0.0027, 0.0073
O, -0.0067, -0.0026, 0.0075
O, -0.0048, -0.0026, 0.0118
O, 0.0028, 0.0032, 0.0131
O, 0.0012, -0.0018, 0.0148
O, 0.0021, 0.0019, 0.0123
O, -0.0015, 0.0011, 0.0083
O, 0.0007, -0.0054, 0.0144
O, -0.0007, 0.0004, 0.0103
O, -0.0008, -0.0004, 0.0115
O, 0.0033, -0.0005, 0.0109
O, -0.0037, 0.0032, -0.0124
O, 0.0013, 0.0007, -0.0114
O, 0.0031, 0.0079, -0.0082
O, -0.0029, 0.0026, -0.0123
O, -0.0006, -0.0029, -0.0074
O, 0.003, -0.0031, -0.0127
O, 0.0008, -0.0038, -0.0132
O, -0.0045, -0.0015, -0.0135
O, -0.0016, 0.0047, -0.0117
O, 0.0045, 0.0021, -0.0129
O, 0.0009, -0.0002, -0.0175
O, -0.0023, -0.0011, -0.0095
Si, -0.0012, -0.0005, 0.0043
Si, -0.0009, -0.0006, -0.0051
Si, -0.0033, -0.0014, -0.0002
Si, 0.0008, 0.0021, 0.0033
Si, -0.0006, -0.002, 0
Si, 0.0015, -0.0008, 0.0021
Si, -0.0004, 0.0006, -0.0008
Si, -0.0002, 0.0023, -0.0002
Si, 0.0006, 0.0019, 0.0017
Si, -0.0017, -0.0028, -0.0017
Si, -0.0041, 0.0008, 0.0028
Si, -0.0011, 0.0003, -0.0014
Si, -0.0007, 0.0028, 0.0045
Si, 0.0006, 0.001, -0.0004
Si, -0.0006, -0.0018, 0.0032
Si, 0.0035, 0.0004, 0.0058
Si, -0.001, -0.0012, -0.0015
Si, 0.0028, 0.0031, 0.0008
Si, 0.0007, -0.0031, 0.0013
Si, -0.0022, -0.0015, 0.0014
Si, 0.0002, -0.001, -0.0037
Si, 0.0011, -0.0001, -0.0016
Si, -0.0029, 0.0002, -0.0028
Si, -0.0027, 0.0005, -0.0005
Si, 0.0006, -0.0009, 0.0024
Si, -0.0007, 0.0018, -0.0015
Si, 0.0015, -0.0005, -0.0048
Si, -0.0025, 0.001, 0.0028
Si, -0.0001, -0.0009, -0.0015
Si, -0.0007, -0.0017, -0.0031
Si, 0.0006, 0.0002, -0.0037
Si, 0.0013, 0.0012, -0.0009
Si, 0.0009, 0.0005, -0.0016
Si, 0.0013, 0.0009, 0.0002
Si, 0.0013, -0.0032, -0.0033
Si, 0.0008, 0.0015, 0.0015
Si, -0.0002, -0.0012, -0.0008
Si, -0.0013, 0.0001, -0.0008
Si, 0.0005, 0.0033, 0.0005
Si, -0.0011, 0.0005, -0.0016
Si, -0.0006, 0.0009, -0.0045
Si, -0.0013, -0.001, 0.0041
Si, 0.0005, -0.0001, -0.0019
Si, 0.0027, -0.002, -0.0001
Si, 0.0003, -0.0005, 0.0004
Si, -0.0007, 0.0013, -0.001
Si, -0.0005, 0.0005, 0.0024
O, 0.0001, 0.0008, -0.0043
O, -0.001, -0.0007, 0.0021
O, -0.0009, -0.0049, -0.0016
O, 0.0001, 0.0011, 0.0048
O, -0.0003, -0.0002, 0.0046
O, 0.0009, 0.0016, -0.0042
O, 0.0004, 0.0016, 0.0041
O, -0.0003, 0.0008, 0.0011
O, -0.0005, 0.0006, -0.0009
O, -0.0001, 0.0003, 0.0001
O, -0.0012, -0.0048, -0.003
O, 0.0004, 0, -0.0004
O, 0.0002, 0.0046, -0.0022
O, -0.0028, -0.0016, 0.0008
O, 0.0001, 0.0008, -0.0007
O, 0.004, -0.0015, -0.0037
O, -0.0006, 0.0015, -0.0023
O, 0.0006, -0.0008, 0.0048
O, -0.0049, -0.0043, 0.0014
O, -0.0003, 0.0049, 0.0012
O, 0.0003, 0.0005, -0.0043
O, 0.0029, -0.0011, -0.0013
O, 0.0007, 0.0001, -0.0007
O, -0.0009, 0.001, 0.0021
O, -0.0047, -0.003, 0.0007
O, 0, -0.0004, 0.0022
O, 0, 0.0003, 0.0049
O, 0.0074, -0.0004, -0.0005
O, 0.0048, 0.0002, -0.0005
O, 0.0011, 0.001, 0.0015
O, 0.003, 0.0005, 0.0009
O, -0.0042, -0.0019, -0.0025
O, -0.0012, -0.0005, -0.003
O, -0.0024, 0.0022, 0.0018
O, 0.0003, 0.0008, -0.0009
O, 0.0005, 0.0013, 0.0011
O, -0.0003, -0.0005, 0.0047
O, 0.0007, 0.0021, -0.0001
O, -0.0031, -0.001, 0.0028
O, -0.0024, 0.002, -0.0009
O, -0.0001, 0.0006, 0.0032
O, 0.0021, -0.0019, 0.0033
O, 0.0032, -0.0013, 0.0031
O, -0.0058, -0.0031, 0.0015
O, -0.0003, 0.0003, 0.0026
O, 0.0009, -0.0011, -0.0046
O, -0.0008, -0.0023, -0.0008
O, 0.0001, 0.0009, 0.0005
O, -0.0039, 0.0014, 0.0023
O, 0.0004, 0.001, 0.0023
O, 0.0027, 0.0043, -0.001
O, 0.0012, -0.0068, 0.0019
O, -0.0009, -0.0002, -0.0036
O, -0.005, 0.0003, -0.0013
O, -0.0004, 0.0029, -0.0024
O, 0.0025, -0.0003, -0.0007
O, -0.0003, 0.0007, 0.0014
O, 0.0045, 0.0012, 0.0023
O, -0.001, 0.0006, -0.0046
O, -0.0005, 0.0004, -0.0046
O, 0.0003, -0.0002, -0.0008
O, -0.0004, -0.0006, -0.0009
O, 0.0035, -0.0051, -0.0027
O, -0.0004, -0.0016, 0.0005
O, 0.0047, -0.0015, 0.0019
O, 0.0001, -0.0007, 0.0045
O, -0.0003, -0.001, 0.0014
O, -0.0009, 0.0027, 0.0026
O, 0.0019, 0.0058, -0.0039
O, 0.0006, 0.0005, 0.0052
O, -0.0003, 0.0022, 0.0048
O, 0.001, 0.0006, 0.0013
O, 0.0007, -0.0042, 0.0021
O, -0.0032, -0.0012, -0.0018
O, -0.0035, 0.0013, 0.0042
O, 0.0002, -0.0005, -0.0015
O, 0.0009, 0.0054, -0.0024
O, 0.0009, -0.001, -0.0056
O, 0.002, 0.0019, -0.0018
O, 0.0005, -0.0015, -0.0023
O, 0.0009, -0.0012, -0.0014
O, -0.0004, 0.0009, -0.003

The program warned: the cutoff lies below the one the program advises for these potential files; the forces do not sum to zero within the program's tolerance; the exchange-correlation potential is rough where the density is thin.
